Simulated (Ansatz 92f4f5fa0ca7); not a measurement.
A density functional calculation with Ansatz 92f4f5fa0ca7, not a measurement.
Periodic cell of 215 atoms, Si132O82B1, from a study of silicon, its oxide and their interface. The atomic structure is a simulated model.
Doubt: the cutoff is far below the 930 eV that the study's wrapper takes by default for these files, so forces and energies are approximate.
This geometry differs little from another in the collection (a relaxation step or a small displacement).

Settings: functional PBE; potential files Ansatz PAW; basis plane waves; wave-function cutoff 580 eV; density cutoff ratio 5; exchange-correlation grid ratio 1; k mesh 1 x 1 x 1, Gamma-centred; self-consistency stop 5e-08 eV per atom in the density residual; occupations fixed; spin none; net charge -1 e, with a uniform compensating background and no finite-size correction.

Cell vectors (angstrom)
a, 10.938, 0, 0
b, 0, 10.938, 0
c, 0, 0, 31.5432

Atoms: element, x, y, z (angstrom)
Si, 10.4364, 0.5694, 24.3539
Si, 6.0465, 10.4941, 24.1661
Si, 2.1349, 3.2429, 24.0951
Si, 8.7053, 2.2523, 24.3255
Si, 0.5057, 5.0457, 24.1817
Si, 5.0538, 5.8834, 24.2076
Si, 3.4007, 7.64, 24.1762
Si, 7.834, 8.8212, 24.0109
Si, 1.3487, 1.4708, 25.4656
Si, 6.9279, 1.2876, 25.5211
Si, 4.0319, 4.0908, 25.3445
Si, 9.6755, 4.0859, 25.442
Si, 1.5046, 6.8042, 25.3886
Si, 6.9029, 6.9344, 25.2526
Si, 4.238, 9.5189, 25.363
Si, 9.5329, 9.6351, 25.4546
Si, 2.786, -0.0041, 26.659
Si, 8.2324, -0.0378, 26.9753
Si, 0.0267, 2.7567, 26.9388
Si, 5.457, 2.7229, 26.6864
Si, 2.7663, 5.4271, 26.8629
Si, 8.2323, 5.5134, 26.6473
Si, 0.0473, 8.2022, 26.6705
Si, 5.5641, 8.1838, 26.8146
Si, 4.1185, 1.3511, 28.0938
Si, 9.6083, 1.3611, 28.2697
Si, 1.4018, 4.1057, 28.2637
Si, 6.8473, 4.122, 28.0452
Si, 4.1704, 6.8098, 28.1684
Si, 9.6048, 6.8391, 28.0736
Si, 1.4026, 9.5796, 28.0663
Si, 6.8564, 9.5186, 28.2689
Si, 0.0662, -0.0348, 29.5584
Si, 5.4524, -0.004, 29.5224
Si, 2.7806, 2.6908, 29.5515
Si, 8.1833, 2.7632, 29.5066
Si, -0.011, 5.4911, 29.522
Si, 5.5215, 5.4349, 29.531
Si, 2.7599, 8.2059, 29.469
Si, 8.2644, 8.1446, 29.5613
Si, 1.4176, 1.3361, 30.9436
Si, 6.828, 1.3662, 30.8666
Si, 4.1429, 4.0695, 30.9105
Si, 9.5633, 4.1111, 30.8823
Si, 1.3801, 6.8518, 30.8496
Si, 6.8851, 6.7795, 30.9333
Si, 4.0962, 9.5601, 30.884
Si, 9.6121, 9.5396, 30.923
Si, 2.7687, -0.0457, 0.7798
Si, 8.1899, -0.0085, 0.6971
Si, -0.0143, 2.7279, 0.7017
Si, 5.4938, 2.6922, 0.7466
Si, 2.7235, 5.466, 0.6772
Si, 8.2319, 5.4123, 0.7904
Si, 0.045, 8.1672, 0.7403
Si, 5.4849, 8.1954, 0.6964
Si, 4.1641, 1.3104, 2.1364
Si, 9.5382, 1.3649, 2.0675
Si, 1.3423, 4.1157, 2.0647
Si, 6.8731, 4.0024, 2.1426
Si, 4.0879, 6.8358, 2.0394
Si, 9.6167, 6.8062, 2.1176
Si, 1.3748, 9.5318, 2.1315
Si, 6.8354, 9.558, 2.0985
Si, -0.083, -0.0461, 3.4013
Si, 5.5375, -0.0236, 3.5873
Si, 2.7131, 2.7045, 3.3621
Si, 8.1883, 2.6092, 3.5936
Si, -0.0034, 5.4398, 3.5448
Si, 5.4563, 5.44, 3.345
Si, 2.7621, 8.1733, 3.5059
Si, 8.2525, 8.2069, 3.4345
Si, 1.2848, 1.3564, 4.674
Si, 7.0372, 1.0944, 5.1134
Si, 4.1127, 4.0546, 4.685
Si, 9.5373, 4.0473, 4.9189
Si, 1.3764, 6.8454, 4.9021
Si, 6.8297, 6.7981, 4.6778
Si, 4.1096, 9.5457, 4.9143
Si, 9.4697, 9.6583, 4.8924
Si, 2.6044, 0.029, 6.1144
B, 8.2993, -0.1946, 6.2466
Si, -0.0705, 2.579, 6.2086
Si, 5.4651, 2.6703, 6.1043
Si, 2.776, 5.4006, 6.1454
Si, 8.0921, 5.4474, 6.1793
Si, 0.0097, 8.291, 6.2158
Si, 5.618, 8.1873, 6.1638
Si, 3.4869, 1.9317, 7.1682
Si, 9.8221, 0.6845, 7.3138
Si, 1.7479, 3.6169, 7.3241
Si, 6.2049, 4.5114, 7.3801
Si, 4.668, 6.327, 7.2473
Si, 9.1479, 7.2396, 7.282
Si, 0.8361, 10.1635, 7.4996
Si, 7.5341, 9.1044, 7.3267
O, 4.5794, 6.6286, 8.8791
O, 1.3779, 3.9581, 8.9206
O, 9.6882, 6.558, 8.7123
O, 1.2573, 10.1578, 9.1458
O, 6.0308, 4.2494, 9.0362
O, 3.6542, 1.6563, 8.7854
O, 7.2317, 9.1284, 9.0046
O, 9.5004, 0.9947, 8.9362
O, 8.2332, 2.5506, 22.7659
O, 10.9986, 5.5423, 22.6551
O, 5.6172, 0.0879, 22.6544
O, 5.2766, 5.3829, 22.6358
O, 2.1545, 2.8156, 22.4782
O, 3.3283, 7.8521, 22.5196
O, 8.3893, 8.741, 22.4263
O, -0.1641, 11.2301, 22.7617
Si, 2.1304, 2.9707, 12.8597
Si, 8.6558, 1.3168, 10.2732
Si, 1.0528, 4.5186, 15.33
Si, 7.5274, 5.5954, 12.1879
Si, 2.4155, 8.178, 21.2199
Si, 5.4125, 7.8219, 12.4035
Si, 9.265, 0.5008, 15.4227
Si, 2.9153, -0.0345, 16.6497
Si, 10.4529, 1.1682, 12.5353
Si, 7.7591, 2.8303, 21.2513
Si, 9.1291, 8.7984, 14.4203
Si, 1.4558, 4.7744, 10.3206
Si, 4.4741, 9.4861, 19.1381
Si, 11.0742, 6.091, 21.1268
Si, 6.615, 10.4626, 14.816
Si, 5.3852, 0.7293, 21.1875
Si, 2.3131, 9.8257, 10.3508
Si, 0.4326, 10.637, 21.3949
Si, 5.839, 5.2568, 21.1291
Si, 3.6178, 7.0992, 10.0734
Si, 9.0314, 5.7201, 14.8426
Si, 3.6485, 4.0973, 19.0721
Si, 10.0236, 3.6588, 19.3255
Si, 4.2702, 8.6897, 15.3195
Si, 0.4514, 1.9335, 17.1406
Si, 6.7885, 7.5372, 19.2635
Si, 5.2581, 3.6283, 16.7252
Si, 7.7786, 5.0166, 17.5311
Si, 6.6742, 9.9626, 10.2801
Si, 4.3591, 1.064, 10.091
Si, -0.0466, 9.0739, 11.8729
Si, 9.1049, 8.6291, 20.9537
Si, 4.5434, 1.6771, 14.562
Si, 2.4474, 2.0958, 21.0475
Si, 6.3102, 3.3583, 10.3666
Si, 3.4371, 5.931, 16.6963
Si, 9.8582, 6.5373, 10.3123
O, 0.0981, 2.6111, 18.583
O, 2.932, 9.6445, 15.5677
O, 10.8605, 4.8008, 20.1472
O, 7.5764, 2.4619, 9.9127
O, 10.9096, 5.347, 10.7626
O, 6.5731, 6.7584, 12.8337
O, 10.3126, 8.0569, 10.7466
O, 7.6583, 9.4673, 13.9678
O, 8.4055, 6.2123, 10.9722
O, 5.3431, 10.487, 20.0778
O, 2.1486, 3.748, 11.4163
O, 7.9758, 8.5455, 19.7695
O, 6.2028, 6.7395, 20.5663
O, 5.505, 2.7234, 15.3927
O, 1.3083, 0.9317, 20.7078
O, 6.0718, 9.0345, 11.5066
O, 4.6299, 4.9986, 16.0968
O, 6.5957, 3.8996, 17.6236
O, 10.4836, 10.6438, 11.8218
O, 5.5683, 0.5088, 13.9711
O, 8.0165, 5.1201, 15.9406
O, 9.7562, 9.8685, 15.4964
O, -0.4089, 5.1787, 15.1381
O, 1.5688, 6.8327, 20.8088
O, 1.4994, 0.6506, 17.1622
O, 6.5993, 1.7605, 20.8203
O, 1.0078, 1.7747, 12.8024
O, 3.2309, 5.5052, 18.2903
O, 9.5895, 2.012, 11.4458
O, 1.027, 3.1409, 16.2068
O, 8.5592, 5.1765, 13.3862
O, 10.2622, 8.5318, 13.2763
O, 1.4497, 9.4019, 21.685
O, 10.0832, 9.9313, 20.6165
O, 3.1716, 0.2075, 10.87
O, 5.075, 2.355, 10.8348
O, 1.6907, 4.1405, 13.8957
O, 7.8661, 10.9305, 10.8657
O, 9.1251, 4.4689, 18.2391
O, 5.644, 9.5172, 15.7581
O, 5.4991, -0.0159, 9.6919
O, 3.5704, 2.3231, 13.3942
O, 1.9902, 5.669, 15.9998
O, 9.6625, 1.1263, 13.9659
O, 4.3498, 6.978, 11.5158
O, 4.7419, 4.5151, 20.1947
O, 9.9623, 1.3743, 16.5839
O, 6.6514, 4.3233, 11.6538
O, 5.5801, 8.4085, 18.5862
O, 9.069, 2.7388, 20.2817
O, 3.6111, 1.1421, 15.7831
O, 4.2128, 3.0891, 17.8883
O, 9.917, 7.213, 20.898
O, 3.2973, 8.6679, 9.7686
O, 3.9507, 7.4345, 16.3248
O, 7.6347, 0.5016, 15.6612
O, 8.9138, 7.3336, 15.0637
O, 3.9348, 1.4528, 21.1496
O, 1.5774, 9.1498, 11.6723
O, 2.3133, 6.1447, 10.1368
O, 7.337, 6.4548, 18.1681
O, 7.1996, 4.3583, 21.1187
O, 4.5717, 8.305, 13.7474
O, 3.3284, 8.6573, 19.9616
O, 2.4922, 3.2439, 19.8627
O, 3.7287, 10.3629, 17.971

Results
free energy: -130700.062 eV
free energy less fixed offsets of B -154.04, O -568.88, Si -635.61 eV per atom: 2.658 eV

Forces (eV/angstrom), in the order of the atoms: element, x, y, z
Si, -0.002, 0.0018, 0.0029
Si, 0.0019, -0.0016, 0.0032
Si, -0.0014, 0.0017, 0.0034
Si, 0.0023, -0.0025, 0.0037
Si, 0.0023, -0.0016, 0.0027
Si, -0.0013, 0.002, 0.0031
Si, 0.0012, -0.0017, 0.0037
Si, -0.002, 0.0006, 0.0032
Si, -0.0008, 0.0007, 0.0019
Si, 0.0009, -0.0008, 0.0024
Si, 0.0003, -0.0001, 0.0008
Si, -0.0001, -0.0011, 0.0018
Si, 0.0002, -0.0005, 0.0012
Si, 0, -0.0007, 0.0003
Si, 0.0001, -0.0008, 0.0007
Si, -0.0009, 0.0005, 0.0022
Si, 0.0006, 0.0001, -0.0014
Si, 0.0002, 0.0012, -0.0056
Si, 0.0002, 0.001, -0.0051
Si, 0.0001, -0.0009, -0.001
Si, -0.0012, -0.0003, -0.004
Si, 0.0013, 0.0005, -0.0014
Si, 0.0005, 0.0004, -0.0013
Si, 0.0007, 0.0019, -0.0031
Si, -0.0001, 0.0012, 0.0014
Si, -0.0003, -0.0008, 0.0004
Si, 0.0019, -0.0004, -0.0002
Si, 0, -0.0014, 0.0025
Si, -0.001, 0.0011, 0.0037
Si, -0.0004, 0, 0.0019
Si, -0.001, -0.0004, 0.0024
Si, -0.0003, 0, -0.0001
Si, 0.0024, -0.0024, -0.0005
Si, -0.0016, 0.0014, -0.0012
Si, 0.0016, -0.0021, -0.0007
Si, -0.0026, 0.0027, -0.0018
Si, -0.0032, 0.0023, -0.0007
Si, 0.0017, -0.0017, -0.0006
Si, -0.001, 0.0015, -0.0021
Si, 0.0027, -0.0025, -0.0004
Si, -0.002, 0.0027, 0.0011
Si, 0.0019, -0.0013, 0.0007
Si, -0.0012, 0.0013, 0.0003
Si, 0.0017, -0.0011, 0.0009
Si, 0.002, -0.0014, 0.0011
Si, -0.0024, 0.0025, 0.001
Si, 0.0008, -0.0016, 0.0012
Si, -0.0021, 0.0021, -0.0002
Si, -0.0005, -0.0002, -0.001
Si, 0.0011, -0.0017, 0.0003
Si, 0.0004, -0.0026, 0.0004
Si, -0.0017, 0.0018, -0.0018
Si, 0.0006, -0.0007, 0.0012
Si, -0.0004, 0.0004, -0.0013
Si, -0.0007, 0.001, -0.0009
Si, 0.0026, -0.0004, 0.0002
Si, -0.001, -0.0011, 0.0014
Si, -0.0013, 0.0035, -0.0025
Si, -0.0007, 0.0022, 0.001
Si, 0.0024, 0.0004, 0.0019
Si, -0.0028, 0.0017, -0.0005
Si, -0.0006, -0.0012, 0.002
Si, 0.0012, 0.0009, 0.0034
Si, -0.0004, -0.0013, -0.0011
Si, 0.0044, -0.0011, -0.0033
Si, 0.0027, -0.001, 0.0001
Si, -0.0022, 0.0022, -0.0051
Si, 0.0012, -0.0004, -0.0011
Si, 0.0036, -0.0007, -0.0014
Si, -0.0018, 0, -0.0016
Si, -0.0004, -0.0021, -0.0017
Si, -0.0026, 0.0007, -0.0071
Si, 0.0003, -0.0045, 0.0035
Si, 0.0042, -0.0029, 0.0042
Si, 0.0041, -0.0012, 0.0063
Si, -0.0035, -0.0004, 0.0027
Si, 0.0034, -0.0019, -0.0015
Si, 0.0028, -0.0017, 0.0039
Si, -0.0014, 0.0008, 0.0012
Si, 0.0018, -0.0014, 0.0055
Si, 0.0003, 0.003, 0.0037
B, -0.0136, 0.01, -0.0065
Si, 0.0001, 0.0078, -0.0066
Si, -0.0005, 0.0019, 0.0003
Si, -0.0037, 0.0027, -0.0077
Si, 0.0008, -0.0009, 0.0016
Si, -0.0037, 0.0052, 0.0038
Si, -0.0071, 0.0001, -0.0057
Si, 0, -0.0038, -0.0086
Si, -0.01, -0.009, 0.0034
Si, 0.0018, -0.0019, 0.0015
Si, 0.0037, 0.0005, -0.007
Si, 0.0043, -0.0037, 0.0019
Si, -0.0113, 0.0006, -0.0046
Si, 0.0009, 0.002, -0.0095
Si, 0.0192, 0.0048, 0.0022
O, -0.0048, 0.0014, 0.0044
O, -0.0001, 0.0038, 0.0054
O, 0.0039, -0.001, 0.0053
O, 0.0033, -0.0022, 0.0077
O, -0.001, -0.0025, 0.0074
O, 0.0008, -0.0008, 0.0051
O, -0.0042, 0.0031, 0.0092
O, -0.0016, 0.0028, 0.0061
O, -0.0016, 0.001, -0.005
O, -0.0009, 0.0013, -0.0045
O, -0.001, 0.0017, -0.0044
O, 0.0012, -0.0008, -0.0038
O, 0.0008, -0.0015, -0.0045
O, -0.0014, 0.0015, -0.0052
O, 0.0012, -0.0003, -0.0041
O, 0.0019, -0.0015, -0.004
Si, -0.0007, -0.0006, -0.0024
Si, -0.0005, 0.0006, -0.0064
Si, -0.0005, -0.0001, -0.0004
Si, -0.0014, -0.0009, -0.0022
Si, 0.0011, -0.0008, 0.0036
Si, 0.0008, -0.0001, -0.0022
Si, 0.0007, 0.0008, -0.0011
Si, 0.0005, 0.0001, 0.001
Si, 0.0002, -0.0009, -0.0019
Si, 0, -0.0005, 0.0041
Si, -0.0003, -0.0003, -0.0013
Si, 0.0003, 0.0028, -0.005
Si, 0.0001, -0.0006, 0.0023
Si, -0.0001, 0.0001, 0.0038
Si, 0.001, -0.0004, -0.0005
Si, 0.0006, -0.0001, 0.0036
Si, -0.0016, 0.001, -0.0025
Si, -0.0011, 0.0006, 0.0032
Si, -0.0002, -0.0001, 0.0037
Si, 0.0003, -0.0045, -0.0031
Si, -0.0008, -0.0005, -0.0018
Si, -0.0001, -0.0006, 0.0026
Si, -0.0002, 0.0004, 0.0019
Si, 0.0003, -0.0002, -0.0009
Si, -0.0005, 0.0006, 0.0006
Si, 0.0003, 0.0003, 0.0016
Si, 0.0003, -0.0002, 0.0005
Si, 0.0004, 0.0004, 0.0008
Si, 0.0029, -0.002, -0.0067
Si, 0, 0.0018, -0.0019
Si, 0.0005, 0.0017, -0.0021
Si, -0.0001, 0.0004, 0.0026
Si, -0.0005, -0.0001, -0.0006
Si, -0.0002, 0.0006, 0.0035
Si, 0.0021, 0.001, -0.0052
Si, 0.0003, -0.0006, 0.0009
Si, -0.0008, -0.0009, -0.0062
O, 0.0005, -0.0007, -0.0013
O, 0, -0.0006, -0.0002
O, -0.0003, -0.0007, -0.0011
O, 0.0007, 0.0016, 0.0053
O, 0.0019, -0.0004, 0.0002
O, 0.0007, -0.0005, 0.0002
O, 0.0011, 0.0014, 0.0017
O, -0.0001, 0.0001, 0.0005
O, -0.0003, 0.0001, 0.0016
O, 0.0002, -0.0007, -0.0014
O, 0.0001, -0.0007, 0.0013
O, -0.0007, -0.0002, -0.001
O, 0.0004, 0.0005, -0.0013
O, -0.0001, 0, 0.0002
O, 0.0003, 0, -0.0011
O, -0.0015, -0.0012, 0.0021
O, 0, 0.0002, -0.0004
O, -0.0001, -0.0002, -0.0003
O, 0.0009, -0.0017, 0.0016
O, 0, 0, 0.0003
O, 0.0003, 0, -0.0007
O, 0.0003, 0.0002, 0.0008
O, 0.0006, -0.0003, 0.0001
O, 0, -0.0002, -0.001
O, -0.0001, 0, -0.0004
O, 0.0002, -0.0001, -0.0011
O, -0.0001, 0, 0.0005
O, 0, 0.0003, -0.0012
O, 0, -0.0005, -0.0001
O, -0.0005, -0.0007, 0.0004
O, 0.0003, 0.0007, 0.0019
O, -0.0001, 0.0006, 0.0009
O, 0.0001, 0.0002, -0.0011
O, 0.0001, -0.0002, -0.0011
O, -0.0008, -0.0003, 0.0009
O, -0.0006, -0.0004, 0.0012
O, 0, 0.0001, 0.0004
O, -0.0004, 0.0005, 0.0014
O, -0.0003, -0.0001, -0.0008
O, -0.0002, -0.0003, 0.0002
O, 0.0008, -0.0011, -0.0001
O, 0.0001, -0.0002, 0.0005
O, -0.0002, 0, -0.0001
O, -0.0007, -0.0006, 0.0026
O, -0.0006, 0.0004, -0.0009
O, -0.0007, -0.0006, -0.0017
O, 0.0004, -0.0007, -0.0004
O, 0.0006, 0.0006, 0.0002
O, -0.0001, 0, -0.0006
O, 0.0009, 0, -0.0014
O, 0.0002, 0, -0.0003
O, 0.0004, -0.0001, -0.0009
O, -0.0001, 0.0002, -0.001
O, 0.0007, -0.0003, 0.0005
O, -0.0001, 0, -0.0009
O, -0.0001, -0.0001, -0.0001
O, 0, -0.0003, 0.0001
O, -0.001, 0.0003, -0.001
O, -0.0028, 0.0004, 0.0006
O, 0.0014, -0.0017, 0.0028
O, 0, -0.0008, -0.0008
O, -0.0002, 0.001, -0.0014
O, -0.0005, 0.0002, 0.0015
O, 0.0007, 0.0003, -0.0014
O, 0.0002, 0.0006, -0.0016
O, -0.0006, 0.0004, -0.0014

The program warned: the cutoff lies below the one the program advises for these potential files; the exchange-correlation potential is rough where the density is thin.
